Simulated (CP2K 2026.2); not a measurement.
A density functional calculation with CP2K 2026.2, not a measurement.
Periodic cell of 506 atoms, Si360O144H2, from a study of silicon, its oxide and their interface. The atomic structure is a simulated model.
Doubt: the forces sum to 3.02 eV/angstrom along one axis rather than to zero, so they err by at least 0.0060 eV/angstrom per atom on average; the grid cutoff is modest.

Settings
functional: PBE
method: Gaussian and plane waves
basis set: DZVP-MOLOPT-SR-GTH
pseudopotentials: GTH-PBE
grid cutoff: 350 Ry, relative cutoff 50 Ry
k points: Gamma only
occupations: fixed
spin: none
net charge: 0

Cell vectors (angstrom)
a 16.32 0 0
b 0 16.32 0
c 7.633 -0.4418 34.1561

Atoms and the computed forces on them: element, x, y, z (angstrom), force x, y, z (eV/angstrom)
Si 1.223 15.278 0.192 0.073 0.076 -0.377
Si 12.004 0.8 33.923 -0.139 0.151 -0.189
Si 0.882 4.329 0.069 0.047 -0.018 -0.502
Si 3.97 6.99 0.172 -0.071 -0.045 -0.031
Si 1.674 9.158 0.042 -0.173 0.072 -0.236
Si 4.248 12.036 0.115 -0.001 0.106 -0.204
Si 6.475 15.254 0.131 -0.007 -0.038 -0.152
Si 9.333 1.747 0.002 -0.031 0.013 0.012
Si 14.711 3.489 34.084 0.011 0.079 0.023
Si 9.785 6.567 0.2 -0.021 0.087 -0.333
Si 6.443 9.797 0.057 0.189 -0.068 -0.186
Si 17.329 11.596 34.122 0.025 -0.032 -0.048
Si 12.601 14.731 0.131 0.007 -0.041 -0.024
Si 15.192 0.968 0.264 -0.076 0.124 -0.371
Si 12.051 4.392 0.167 0.162 -0.154 -0.265
Si 15.06 6.53 0.298 -0.027 0.078 -0.188
Si 11.942 9.875 0.1 -0.055 -0.042 -0.092
Si 14.849 12.6 0.095 -0.007 -0.068 -0.251
Si 2.785 0.209 1.368 0.069 -0.036 -0.293
Si 5.478 2.759 1.275 0.095 -0.023 -0.345
Si 2.679 5.367 1.324 -0.128 0.135 -0.192
Si 5.432 8.219 1.508 -0.047 0.043 -0.196
Si 2.702 10.839 1.41 0.011 -0.124 -0.16
Si 5.356 13.669 1.454 -0.023 -0.049 -0.152
Si 8.155 0.103 1.333 -0.019 0.098 -0.213
Si 10.873 2.785 1.45 0.013 0.036 -0.199
Si 8.174 5.43 1.441 -0.009 -0.113 -0.199
Si 10.862 8.247 1.455 0.083 0.009 -0.152
Si 8.119 10.911 1.35 -0.041 -0.003 -0.219
Si 10.896 13.594 1.355 0.036 0.015 -0.336
Si 13.652 16.215 1.624 -0.032 -0.027 -0.236
Si 16.219 2.744 1.491 -0.035 -0.182 -0.186
Si 13.57 5.395 1.653 0.002 0.041 -0.252
Si 16.322 8.162 1.432 0.072 -0.005 -0.304
Si 13.621 10.975 1.374 -0.027 0.111 -0.232
Si 16.366 13.691 1.505 -0.033 0.049 -0.169
Si 1.405 1.478 2.805 0.007 0.018 0.121
Si 4.08 4.068 2.701 0.032 -0.004 -0.014
Si 1.363 6.768 2.799 0.036 -0.028 -0.03
Si 4.058 9.549 2.863 -0.031 0.009 0.161
Si 1.366 12.242 2.779 0.078 -0.051 0.063
Si 4.013 15.05 2.788 -0.027 -0.036 0.083
Si 6.793 1.421 2.772 0.038 -0.041 -0.107
Si 9.52 4.11 2.863 0.027 0.02 0.134
Si 6.814 6.82 2.784 0.045 0.007 0.064
Si 9.442 9.55 2.8 -0.033 0.007 0.028
Si 6.809 12.315 2.759 -0.024 0.01 0.065
Si 9.523 15.011 2.696 -0.009 -0.01 -0.108
Si 12.225 1.36 2.802 -0.032 0.058 -0.024
Si 14.899 4.009 2.95 -0.062 -0.013 0.161
Si 12.24 6.9 2.858 -0.055 0.05 0.147
Si 14.967 9.581 2.754 -0.019 -0.044 -0.023
Si 12.245 12.274 2.814 -0.018 0.038 -0.007
Si 15.032 14.952 2.972 0.038 -0.023 0.26
Si 16.394 0.074 4.229 -0.064 -0.029 -0.103
Si 2.765 2.788 4.194 -0.06 -0.076 -0.01
Si 16.305 5.438 4.211 0.086 0.027 -0.056
Si 2.706 8.15 4.209 -0.023 0.008 -0.104
Si 16.317 10.91 4.164 -0.019 0.019 0.03
Si 2.703 13.634 4.164 -0.022 0.085 -0.021
Si 5.435 0.039 4.157 0.019 0.05 -0.059
Si 8.142 2.747 4.209 0 0.027 -0.081
Si 5.42 5.451 4.114 0.004 -0.003 -0.003
Si 8.134 8.175 4.195 0.036 0.043 0.016
Si 5.453 10.946 4.174 -0.042 -0.029 -0.079
Si 8.177 13.671 4.125 -0.044 -0.09 0.033
Si 10.851 0.01 4.147 0.005 0.013 0.053
Si 13.532 2.674 4.269 0.087 0.042 0.032
Si 10.874 5.508 4.22 -0.041 -0.012 -0.114
Si 13.63 8.244 4.191 -0.061 -0.065 0.014
Si 10.847 10.905 4.164 0.084 0.026 -0.047
Si 13.595 13.603 4.253 0.012 -0.037 -0.056
Si 17.693 15.001 16.567 -0.025 -0.028 0.04
Si 4.088 1.371 16.545 0.032 -0.009 0.045
Si 17.66 4.064 16.536 0.062 0.019 0.057
Si 4.087 6.813 16.562 -0.038 -0.037 0.041
Si 17.674 9.537 16.541 0.02 0 0.003
Si 4.073 12.273 16.576 0.005 0.011 0.04
Si 6.815 14.986 16.589 -0.003 -0.012 0.06
Si 9.516 1.377 16.594 -0.016 0.031 0.062
Si 6.784 4.083 16.548 0.009 0.009 0.032
Si 9.505 6.839 16.502 -0.005 0.042 0.008
Si 6.773 9.523 16.536 0.024 0.04 0.046
Si 9.522 12.275 16.577 -0.007 -0.036 0.056
Si 12.233 14.997 16.568 0.009 0.013 0.08
Si 14.989 1.405 16.563 -0.035 -0.059 0.048
Si 12.251 4.099 16.539 0.032 -0.011 0.018
Si 14.95 6.831 16.532 -0.032 0.01 0.019
Si 12.221 9.573 16.533 -0.013 0.012 -0.001
Si 14.952 12.296 16.548 -0.015 0.029 0.012
Si 19.05 0.048 17.95 0.077 -0.024 0.015
Si 5.457 2.689 17.937 -0.077 -0.001 0.088
Si 19.035 5.405 17.885 -0.063 0.061 0.05
Si 5.44 8.173 17.957 0.001 0.016 -0.018
Si 19.038 10.876 17.928 -0.046 0.024 -0.032
Si 5.412 13.662 17.959 0.001 -0.071 0.08
Si 8.199 -0.02 18.006 -0.036 0.047 -0.059
Si 10.879 2.779 17.934 0.064 -0.044 0.071
Si 8.126 5.505 17.863 0.044 -0.061 -0.006
Si 10.874 8.177 17.876 -0.082 -0.005 0.123
Si 8.138 10.874 17.895 -0.016 0.025 0.127
Si 10.871 13.652 17.975 0.047 -0.009 -0.106
Si 13.617 0.048 17.914 -0.002 0.052 0.088
Si 16.339 2.737 17.99 -0.005 0.028 -0.004
Si 13.618 5.452 17.91 -0.057 0.015 0.026
Si 16.297 8.192 17.906 0.047 -0.017 0.059
Si 13.52 10.999 17.9 0.091 -0.062 -0.036
Si 16.347 13.622 17.931 -0.04 0.045 0.081
Si 17.733 1.389 19.375 0.031 0.038 -0.048
Si 20.38 4.042 19.287 -0.003 -0.091 -0.067
Si 17.64 6.74 19.246 -0.006 -0.091 -0.046
Si 20.348 9.49 19.318 -0.022 0.058 -0.044
Si 17.716 12.252 19.313 0.01 -0.029 -0.081
Si 20.384 15.042 19.379 0.075 0.021 -0.052
Si 6.831 1.348 19.353 -0.054 -0.011 -0.074
Si 9.511 4.222 19.237 0.058 0.071 -0.122
Si 6.797 6.789 19.319 -0.002 0.032 0.034
Si 9.491 9.492 19.273 -0.017 0.005 0.02
Si 6.758 12.228 19.269 0.007 -0.095 -0.092
Si 9.558 14.955 19.429 -0.06 0.068 0.077
Si 12.26 1.413 19.31 -0.039 -0.06 0.075
Si 14.972 4.13 19.336 -0.018 0.027 -0.083
Si 12.228 6.809 19.25 0.044 -0.039 -0.118
Si 14.915 9.645 19.184 -0.003 0.052 -0.203
Si 12.2 12.32 19.38 0.07 -0.039 0.043
Si 14.991 15.012 19.29 -0.044 -0.003 -0.105
Si 16.366 0.024 20.689 -0.094 -0.152 0.135
Si 19.052 2.752 20.802 0.01 0.122 0.14
Si 16.303 5.449 20.754 0.055 0.027 0.4
Si 19.004 8.045 20.617 -0.022 -0.109 0.242
Si 16.259 10.928 20.611 -0.015 0.079 0.2
Si 19.045 13.628 20.724 0.006 -0.015 0.203
Si 5.455 0.046 20.821 -0.029 0.06 0.164
Si 8.225 2.825 20.559 -0.141 0.03 0.151
Si 5.431 5.385 20.632 -0.052 -0.046 0.133
Si 8.175 8.093 20.72 0.095 0.096 0.295
Si 5.379 10.865 20.656 0.021 0.209 0.26
Si 8.14 13.506 20.694 0.061 0.066 0.119
Si 10.97 0.028 20.781 0.171 0.057 0.249
Si 13.594 2.832 20.701 -0.051 -0.12 0.242
Si 10.847 5.534 20.696 0.008 0.06 0.218
Si 13.587 8.259 20.476 -0.156 -0.012 0.247
Si 10.788 10.904 20.666 0.099 0.032 0.18
Si 13.621 13.712 20.715 -0.023 -0.025 0.349
Si 17.431 14.729 22.07 0.154 0.028 0.349
Si 20.702 1.732 22.168 0.032 -0.21 0.406
Si 17.859 4.275 22.216 0.005 0.069 0.004
Si 20.13 6.413 21.979 0.02 0.186 0.171
Si 17.334 9.211 21.771 0.012 0.071 0.236
Si 20.681 12.518 22.046 -0.172 -0.24 0.155
Si 6.624 14.687 22.03 0.039 0.061 0.044
Si 9.832 1.769 21.867 -0.038 -0.103 0.162
Si 6.686 3.906 21.98 0.209 0.138 0.33
Si 9.849 7.127 22.195 -0.134 -0.069 0.29
Si 6.886 9.615 21.946 -0.175 -0.177 -0.065
Si 9.12 11.844 22.084 0.132 -0.058 -0.104
Si 12.654 15.34 22.209 0.09 0.054 -0.334
Si 14.85 1.28 21.952 -0.056 -0.022 0.139
Si 11.993 4.003 22.045 -0.043 0.005 0.217
Si 15.066 7.154 21.879 0.063 0.039 0.214
Si 12.068 9.365 21.886 0.038 0.146 -0.035
Si 15.187 12.532 22.036 0.022 -0.068 0.165
Si 7.725 6.922 29.038 0.045 -0.075 -0.243
Si 14.117 9.97 26.71 0.24 -0.237 0.338
Si 12.333 13.63 29.721 0.281 -0.058 -0.366
Si 18.814 9.454 28.198 -0.082 0.104 0.079
Si 19.682 12.125 25.025 0.065 0.25 0.502
Si 14.165 11.096 29.45 -0.092 -0.006 -0.312
Si 22.357 12.654 29.102 -0.182 -0.106 -0.23
Si 20.588 0.852 25.165 0.123 0.154 0.584
Si 11.277 13.787 24.196 0.162 0.308 0.657
Si 14.36 6.901 26.647 0.268 0.396 0.433
Si 8.344 2.661 31.267 -0.268 0.155 -0.551
Si 16.926 6.605 31.367 0.176 -0.124 -0.61
Si 20.308 3.283 31.308 -0.091 0.199 -0.452
Si 14.669 8.639 31.204 -0.092 0.17 -0.573
Si 11.721 1.068 26.387 0.04 0.079 0.374
Si 22.134 0.896 31.476 0.03 -0.094 -0.438
Si 21.642 15.42 29.145 -0.078 -0.014 -0.253
Si 16.072 13.618 32.255 -0.136 -0.055 -0.636
Si 17.484 7.386 26.338 0.025 -0.091 0.496
Si 9.204 6.76 25.36 -0.004 0.17 0.483
Si 7.584 4.232 24.968 -0.119 -0.154 0.465
Si 21.51 3.356 26.864 -0.091 0.167 0.278
Si 16.264 1.279 29.07 0.055 0.096 -0.111
Si 15.846 3.203 24.165 -0.036 -0.205 0.529
Si 7.791 8.911 31.491 0.032 -0.299 -0.659
Si 13.162 11.299 24.06 0.323 -0.253 0.304
Si 18.368 15.702 32.278 0.206 0.064 -0.551
Si 13.059 6.726 29.48 -0.054 0.202 -0.397
Si 13.73 5.484 24.045 -0.177 0.187 0.476
Si 22.596 4.281 29.574 0.082 -0.016 -0.292
Si 19.641 7.394 30.032 -0.267 0.028 -0.576
Si 18.656 9.553 24.475 -0.163 -0.072 0.565
Si 7.085 15.662 24.932 -0.198 0.011 0.618
Si 21.395 10.68 27.055 0.03 0.026 0.217
Si 21.388 7.841 32.316 -0.084 -0.253 -0.444
Si 21.479 8.141 24.17 0.171 -0.071 0.4
Si 14.421 2.296 26.772 -0.23 -0.181 0.392
Si 18.751 15.912 29.072 0.036 0.127 -0.571
Si 16.535 11.378 27.684 0.095 -0.064 0.026
Si 10.286 13.208 32.02 0.124 0.087 -0.231
Si 10.595 6.069 27.966 -0.095 0.03 0.05
Si 6.993 8.448 26.412 0.171 0.009 0.352
Si 7.662 14.518 27.538 0.092 0.084 0.281
Si 19.121 5.328 27.703 -0.005 -0.044 0.088
Si 10.781 14.544 27.191 -0.101 0.307 0.548
Si 18.409 15.081 25.027 -0.245 -0.162 0.459
Si 16.921 14.294 27.328 -0.118 -0.02 0.119
Si 7.608 11.744 31.445 -0.25 0.162 -0.558
Si 12.825 4.921 32.002 0.013 0.01 -0.501
Si 11.291 2.496 31.237 0.12 -0.054 -0.576
Si 15.092 14.946 29.676 -0.195 0.286 -0.484
Si 9.132 1.539 24.758 0.162 0.18 0.553
Si 17.467 3.951 29.969 0.035 -0.057 -0.44
Si 12.071 3.202 28.374 -0.064 0.074 -0.14
Si 1.383 14.989 5.582 -0.012 -0.032 0.011
Si 4.099 1.395 5.562 -0.026 -0.01 -0.066
Si 1.377 4.112 5.579 0.017 0.04 -0.028
Si 4.092 6.799 5.551 -0.048 0.033 -0.043
Si 1.345 9.543 5.554 0.011 -0.048 -0.043
Si 4.081 12.293 5.545 0.056 0.011 -0.023
Si 6.803 14.999 5.53 0.012 0.014 -0.07
Si 9.511 1.371 5.556 -0.039 0.002 -0.055
Si 6.772 4.125 5.549 0.041 -0.044 -0.063
Si 9.503 6.845 5.587 0.019 -0.006 -0.009
Si 6.786 9.558 5.554 -0.024 -0.005 -0.029
Si 9.506 12.291 5.534 0.032 0.023 -0.063
Si 12.215 14.994 5.565 0.045 0 -0.042
Si 14.969 1.371 5.6 -0.012 -0.012 0.02
Si 12.214 4.115 5.589 -0.02 -0.007 -0.007
Si 14.96 6.84 5.563 0.004 0.012 -0.035
Si 12.23 9.568 5.559 -0.013 0.007 -0.043
Si 14.97 12.245 5.588 -0.055 -0.029 -0.014
Si 2.742 0.034 6.943 0.017 -0.039 0.011
Si 5.443 2.756 6.939 -0.008 0.01 0.025
Si 2.731 5.469 6.949 -0.017 -0.009 0.021
Si 5.434 8.185 6.924 0.005 0.007 -0.001
Si 2.719 10.914 6.912 -0.014 -0.002 -0.012
Si 5.447 13.644 6.92 -0.027 -0.021 -0.002
Si 8.151 0.023 6.93 0.021 -0.002 0.016
Si 10.856 2.74 6.942 0 0.04 -0.002
Si 8.138 5.471 6.936 -0.007 0.033 0.001
Si 10.877 8.205 6.941 0.011 -0.018 0.003
Si 8.154 10.922 6.917 -0.001 -0.019 0.001
Si 10.864 13.629 6.934 -0.008 -0.002 0.01
Si 13.592 0.012 6.95 0.037 -0.009 -0.002
Si 16.329 2.752 6.95 -0.02 -0.008 -0.007
Si 13.596 5.477 6.94 0.004 -0.007 -0.02
Si 16.317 8.192 6.945 -0.007 0.003 0.009
Si 13.592 10.905 6.951 0.02 0.001 0.022
Si 16.327 13.626 6.944 -0.027 0.049 -0.009
Si 17.689 1.385 8.315 -0.03 -0.015 -0.006
Si 4.083 4.105 8.321 -0.009 -0.005 0
Si 17.684 6.833 8.313 0.009 0.018 -0.004
Si 4.073 9.549 8.293 -0.007 -0.013 -0.002
Si 17.688 12.264 8.309 0.006 -0.001 -0.002
Si 4.095 14.991 8.313 0.011 0.035 0.005
Si 6.802 1.39 8.308 0.009 0.002 -0.007
Si 9.5 4.108 8.31 -0.009 -0.031 0.004
Si 6.791 6.835 8.312 0.009 -0.003 0.004
Si 9.512 9.565 8.306 0.027 0.015 0.001
Si 6.795 12.275 8.298 -0.001 -0.005 -0.003
Si 9.509 14.988 8.309 -0.004 -0.009 -0.005
Si 12.233 1.388 8.31 0.019 0.017 0.004
Si 14.96 4.116 8.311 0.028 0.032 0.01
Si 12.234 6.836 8.312 -0.012 -0.009 0.008
Si 14.954 9.547 8.32 -0.034 -0.026 0.002
Si 12.231 12.274 8.312 0.023 0.01 -0.006
Si 14.959 14.978 8.318 -0.035 -0.03 0.014
Si 16.323 0.024 9.684 0 0.01 0.002
Si 2.724 2.744 9.692 0.004 0.008 0.002
Si 16.322 5.473 9.685 -0.015 -0.011 -0.003
Si 2.719 8.196 9.683 -0.016 0.002 -0.001
Si 16.32 10.91 9.686 -0.008 0.003 -0.001
Si 2.729 13.627 9.68 -0.009 -0.01 0
Si 5.448 0.03 9.688 -0.013 -0.01 -0.001
Si 8.155 2.744 9.69 -0.003 0.014 0.003
Si 5.439 5.47 9.69 -0.002 0.004 0.004
Si 8.155 8.196 9.68 -0.01 -0.006 0.003
Si 5.433 10.909 9.67 0 -0.008 -0.006
Si 8.152 13.629 9.682 0.015 0.005 0.002
Si 10.874 0.026 9.682 -0.001 0.001 0
Si 13.597 2.752 9.679 -0.003 -0.005 0.004
Si 10.87 5.469 9.678 0.011 0.006 -0.004
Si 13.594 8.19 9.693 0.02 0.002 0.009
Si 10.872 10.917 9.687 -0.005 -0.01 -0.002
Si 13.594 13.626 9.69 0.008 0.003 0.012
Si 17.686 14.983 11.057 0.001 -0.005 -0.002
Si 4.086 1.383 11.064 -0.006 -0.001 0.001
Si 17.679 4.107 11.056 -0.003 -0.002 0
Si 4.075 6.831 11.057 -0.002 0.003 -0.001
Si 17.678 9.55 11.062 0.003 -0.001 0.002
Si 4.081 12.265 11.059 -0.003 -0.001 0
Si 6.801 14.986 11.063 0.007 0.005 0.003
Si 9.519 1.384 11.062 0.01 -0.003 0.003
Si 6.796 4.104 11.062 0.003 -0.001 -0.001
Si 9.513 6.83 11.056 0.005 0.002 -0.007
Si 6.791 9.553 11.052 0.008 -0.002 -0.006
Si 9.513 12.277 11.06 -0.007 -0.001 0.001
Si 12.235 14.991 11.06 0.009 -0.004 0
Si 14.959 1.389 11.051 -0.006 0.007 0.001
Si 12.233 4.109 11.054 -0.002 0.005 0.003
Si 14.96 6.831 11.061 -0.005 -0.002 0.006
Si 12.233 9.555 11.06 0.001 -0.002 -0.002
Si 14.96 12.271 11.062 -0.015 -0.004 -0.001
Si 19.05 0.016 12.433 -0.015 0.011 -0.001
Si 5.442 2.742 12.44 -0.001 0.003 0.005
Si 19.038 5.465 12.429 -0.007 0.001 -0.004
Si 5.433 8.191 12.43 -0.002 -0.001 -0.004
Si 19.035 10.912 12.437 -0.001 -0.013 -0.004
Si 5.443 13.623 12.436 -0.014 0.006 -0.001
Si 8.162 0.023 12.438 0 -0.008 -0.003
Si 10.882 2.743 12.434 -0.005 0.009 0.001
Si 8.16 5.46 12.432 -0.015 0.001 -0.003
Si 10.87 8.195 12.429 0.008 -0.01 -0.001
Si 8.146 10.918 12.426 0.015 -0.007 -0.006
Si 10.872 13.637 12.436 0.003 0.003 0.004
Si 13.599 0.032 12.429 0.002 0.004 -0.001
Si 16.322 2.743 12.427 -0.002 0.011 -0.001
Si 13.595 5.47 12.427 0.014 -0.001 -0.01
Si 16.321 8.188 12.439 -0.014 0.008 -0.001
Si 13.595 10.915 12.434 0.006 -0.006 -0.005
Si 16.32 13.633 12.436 0.001 -0.012 0.005
Si 17.684 1.376 13.795 0.017 -0.01 -0.006
Si 4.071 4.099 13.804 -0.006 0.017 0.004
Si 17.681 6.819 13.808 0.007 -0.008 0.007
Si 4.073 9.55 13.809 -0.01 -0.004 -0.003
Si 17.677 12.273 13.815 -0.014 0.021 0
Si 4.089 14.98 13.815 0.017 -0.028 0
Si 6.803 1.379 13.813 -0.008 0.014 -0.005
Si 9.517 4.095 13.81 0.03 0.001 -0.004
Si 6.788 6.816 13.795 0.019 0.002 -0.011
Si 9.505 9.561 13.793 -0.03 0.021 -0.013
Si 6.796 12.268 13.819 0.014 -0.017 0
Si 9.516 14.989 13.823 -0.002 0.013 0.005
Si 12.241 1.384 13.813 0.015 -0.011 0.004
Si 14.958 4.105 13.793 -0.014 -0.001 0.005
Si 12.234 6.832 13.798 -0.015 0.02 -0.001
Si 14.956 9.555 13.804 0.008 -0.007 -0.011
Si 12.236 12.281 13.806 0.011 -0.019 -0.003
Si 14.963 15.002 13.807 -0.03 0.003 -0.004
Si 16.331 0.032 15.186 0.007 0.018 -0.003
Si 19.041 2.725 15.173 -0.026 -0.001 -0.035
Si 16.314 5.456 15.174 -0.006 0.009 -0.006
Si 19.045 8.175 15.182 0.001 0.032 0.003
Si 16.309 10.914 15.185 -0.029 -0.037 0.002
Si 19.041 13.63 15.192 -0.001 -0.015 0.001
Si 5.457 0.012 15.192 -0.006 0.009 -0.017
Si 8.163 2.729 15.193 -0.018 -0.023 0.01
Si 5.433 5.453 15.176 -0.009 0.002 0.005
Si 8.14 8.192 15.147 0.02 -0.002 -0.022
Si 5.424 10.913 15.188 0.012 0.003 -0.007
Si 8.158 13.625 15.199 -0.009 0.005 0.002
Si 10.874 0.035 15.197 0.01 -0.005 -0.006
Si 13.616 2.742 15.176 -0.008 0.032 -0.003
Si 10.883 5.461 15.168 -0.011 -0.008 -0.005
Si 13.588 8.201 15.17 0.021 0.002 0.017
Si 10.861 10.926 15.168 0.007 -0.02 0.004
Si 13.593 13.651 15.177 0.036 0.005 -0.009
O 18.474 10.505 33.596 -0.03 0.071 0.458
O 17.778 0.828 28.62 0.158 -0.149 -0.231
O 14.668 10.184 30.693 0.161 0.018 0.218
O 20.879 1.942 26.353 -0.226 -0.241 -0.095
O 9.792 2.302 30.606 0.087 0.076 0.041
O 20.157 8.718 32.894 0.126 0.021 -0.072
O 7.247 14.406 25.963 -0.037 -0.065 -0.474
O 7.357 13.067 28.22 0.026 -0.02 0.028
O 19.734 15.195 32.998 -0.048 0.155 0.085
O 12.361 4.792 23.481 0.184 -0.001 -0.298
O 18.577 5.067 33.8 0.046 0.239 0.497
O 21.259 4.353 30.51 -0.151 0.186 0.022
O 10.967 8.303 22.5 0.082 -0.195 -0.338
O 13.839 8.416 26.333 -0.001 -0.008 -0.362
O 18.633 15.706 30.675 0.039 -0.079 0.725
O 11.649 15.906 27.04 0.169 -0.184 0.102
O 10.437 7.582 33.813 0.127 -0.129 0.327
O 7.169 8.017 27.971 0.001 0.134 -0.006
O 18.992 5.406 22.657 0.15 -0.022 -0.655
O 7.974 10.712 22.465 0.298 0.084 -0.074
O 15.986 7.781 30.725 -0.178 -0.168 0.291
O 21.666 6.532 33.232 0.081 0.098 0.086
O 14.587 8.623 32.818 -0.049 -0.117 0.477
O 11.603 1.349 32.369 -0.064 -0.054 0.619
O 14.53 11.948 23.443 -0.115 -0.079 -0.005
O 18.764 3.456 30.823 0.304 -0.299 0.315
O 23.826 5.115 33.713 0.154 -0.288 0.681
O 7.659 15.837 33.751 0.013 0.052 0.518
O 20.222 9.123 24.454 0.208 0.038 -0.274
O 16.334 13.599 22.622 0.132 -0.064 -0.444
O 15.801 13.857 30.658 0.055 -0.176 0.545
O 16.619 5.138 30.699 -0.118 0.123 0.219
O 14.14 6.821 23.219 -0.245 0.183 -0.172
O 11.163 12.164 32.901 0.214 -0.227 -0.026
O 19.379 -0.105 25.675 -0.046 0.213 -0.012
O 15.581 0.154 30.059 -0.195 -0.251 0.268
O 9.54 6.664 23.776 0.228 -0.075 -0.858
O 13.391 8.002 30.419 0.016 0.119 0.088
O 14.893 4.416 23.696 0.044 0.115 -0.315
O 12.426 6.183 32.938 0.043 0.171 0.354
O 12.828 9.946 23.228 0.182 -0.007 -0.168
O 8.151 5.561 25.712 -0.258 -0.159 -0.199
O 15.517 1.832 23.361 -0.031 -0.06 -0.102
O 6.173 3.871 25.687 0.134 -0.011 -0.258
O 9.106 6.19 28.593 0.054 -0.294 0.221
O 18.442 6.069 26.419 -0.003 0.054 -0.328
O 15.741 10.293 26.736 0.087 -0.25 -0.198
O 5.852 7.618 25.569 -0.236 -0.042 -0.446
O 7.367 4.52 23.376 -0.217 0.24 -0.45
O 9.251 14.854 27.699 -0.037 0.075 -0.237
O 14.091 6.518 28.215 0.131 -0.099 -0.029
O 15.856 2.396 33.542 -0.107 -0.211 0.509
O 18.086 9.95 23.024 -0.062 0.241 -0.148
O 13.28 1.402 25.983 0.071 -0.065 -0.421
O 8.019 7.661 30.462 -0.154 0.374 0.664
O 19.116 13.624 25.242 0.067 -0.059 0.008
O 11.252 13.891 30.897 -0.373 -0.075 0.627
O 15.301 1.367 27.77 -0.075 -0.28 -0.302
O 6.437 9.992 26.451 -0.091 0.113 0.018
O 18.566 10.952 25.341 0.089 -0.087 -0.013
O 8.943 1.282 23.173 -0.156 0.016 -0.353
O 9.657 14.355 32.979 -0.023 0.279 0.126
O 17.354 3.673 23.71 0.158 0.186 -0.28
O 8.683 3.038 25.214 0.132 -0.004 -0.375
O 15.515 11.808 28.879 0.071 -0.114 -0.012
O 16.679 6.632 32.964 0.03 -0.006 0.409
O 17.933 10.816 28.312 0.007 0.053 0.018
O 20.283 4.391 27.096 -0.02 0.079 -0.186
O 9.053 12.461 31.276 -0.03 -0.191 -0.099
O 5.619 2.776 22.54 0.148 -0.201 -0.234
O 15.507 2.97 25.758 0.416 0.294 -0.417
O 22.328 3.274 28.291 -0.074 -0.019 0.016
O 19.761 6.443 28.71 0.072 0.012 -0.019
O 17.869 0.837 32.831 -0.008 0.111 0.085
O 13.774 0.176 22.508 0.02 0.046 -0.176
O 18.104 15.367 23.458 -0.228 -0.087 -0.473
O 14.108 4.15 32.672 0.053 0.089 0.408
O 20.114 11.92 23.474 0.216 0.165 -0.352
O 13 10.509 33.683 -0.056 0.125 0.437
O 23.437 11.619 32.994 -0.152 0.086 0.378
O 16.205 8.21 22.483 0.131 -0.003 -0.745
O 7.606 3.846 30.413 0.251 0.058 0.127
O 7.732 10.309 30.663 -0.124 0.007 0.07
O 6.686 15.663 28.241 -0.1 0.041 0.108
O 20.304 -0.096 28.65 0.004 -0.052 0.065
O 8.142 0.459 25.477 0.082 -0.122 -0.246
O 20.921 1.828 30.892 0.068 -0.288 0.231
O 13.564 3.372 27.691 0.194 0.218 -0.284
O 8.46 8.199 25.709 0.137 -0.166 -0.297
O 21.338 13.211 33.627 0.037 0.034 0.559
O 11.204 4.574 28.22 0.135 -0.088 -0.016
O 20.937 11.89 26.059 0.069 0.266 -0.457
O 18.218 14.566 28.3 0.08 0.064 0.025
O 21.061 7.363 30.796 0.355 -0.096 0.486
O 15.556 14.688 28.125 -0.173 -0.079 -0.112
O 22.721 8.74 32.306 -0.049 0.344 0.252
O 19.302 8.952 29.661 -0.044 0.016 0.03
O 17.775 8.303 25.038 -0.047 0.165 -0.453
O 20.973 6.862 23.328 -0.063 -0.226 -0.271
O 17.993 4.448 28.494 -0.025 0.105 0.14
O 13.611 5.859 25.643 -0.029 -0.248 -0.76
O 8.728 3.062 32.796 0.122 0.075 0.543
O 8.922 9.12 32.633 -0.041 -0.079 0.362
O 13.136 5.414 30.458 0.015 -0.437 0.544
O 11.593 7.043 28.818 0.157 0.003 0.042
O 18.488 6.87 31.035 0.106 0.008 0.218
O 5.588 -0.067 24.94 -0.117 -0.138 -0.324
O 20.161 9.623 27.284 0.073 -0.197 -0.163
O 17.798 8.308 27.643 0.081 -0.009 0.144
O 12.248 2.589 29.888 0.078 -0.115 0.434
O 13.465 14.816 29.737 -0.14 0.182 -0.007
O 13.075 -0.416 33.556 0.18 -0.301 0.465
O 13.513 10.233 28.213 0.057 0.15 -0.132
O 6.282 8.981 23.346 0.085 -0.136 -0.349
O 10.491 6.526 26.383 -0.107 0.305 -0.247
O 21.94 0.926 33.081 -0.158 0.103 0.349
O 12.471 14.834 23.791 -0.18 -0.186 -0.086
O 7.439 15.143 23.428 0.196 0.061 -0.609
O 20.407 3.447 32.918 0.021 0.114 0.519
O 11.547 13.621 28.289 0.006 -0.115 -0.128
O 10.684 1.225 25.15 -0.039 -0.183 -0.424
O 17.041 15.138 25.937 -0.036 -0.001 -0.089
O 10.927 2.83 22.554 -0.192 0.176 -0.572
O 14.67 13.929 33.009 0.108 0.017 0.158
O 16.874 12.736 26.876 0.203 0.09 0.106
O 21.981 15.792 30.695 0.042 0.033 0.328
O 15.961 6.842 26.368 -0.077 -0.116 -0.079
O 22.764 12.565 30.661 -0.004 -0.051 0.322
O 16.627 12.142 32.697 0.179 0.168 0.293
O 11.888 12.299 23.922 -0.286 -0.134 -0.327
O 6.565 5.791 29.063 -0.079 0.042 -0.081
O 13.387 10.931 25.636 -0.322 0.367 -0.566
O 7.333 1.396 31.148 -0.06 -0.217 0.322
O 13.069 12.188 29.935 -0.024 0.035 0.421
O 21.728 11.279 28.536 0.184 -0.072 -0.034
O 20.138 1.429 23.71 -0.114 0.036 -0.69
O 5.493 13.609 22.592 -0.076 0.127 -0.263
O 11.52 3.937 31.977 -0.147 0.099 0.292
O 17.203 14.67 32.725 -0.067 0.08 0.255
O 10.749 13.817 25.742 0.047 -0.328 -0.785
O 16.407 2.725 29.793 0.054 0.181 0.289
O 11.218 2.108 27.528 0.042 -0.027 -0.172
O 21.239 13.84 29.011 0.088 -0.077 0.184
H 9.539 12.122 23.467 -0.039 -0.048 -0.119
O 10.133 14.327 23.155 -0.281 -0.159 -0.188
H 9.186 14.406 23.395 -0.059 0.059 0.077

Results
total energy: -101688.718 eV
total energy less fixed offsets of H -15.91, O -438.35, Si -107.03 eV per atom: -3.698 eV
